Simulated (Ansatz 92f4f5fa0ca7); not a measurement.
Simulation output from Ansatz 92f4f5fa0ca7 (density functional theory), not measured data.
Periodic cell of 256 atoms, Si144O112, from a study of silicon, its oxide and their interface. The atomic structure is a simulated model.
Doubt: the cutoff is far below the 930 eV that the study's wrapper takes by default for these files, so forces and energies are approximate.
This geometry differs little from another in the collection (a relaxation step or a small displacement).

Settings: functional PBE; potential files Ansatz PAW; basis plane waves; wave-function cutoff 580 eV; density cutoff ratio 5; exchange-correlation grid ratio 1; k mesh 1 x 1 x 1, Gamma-centred; self-consistency stop 5e-08 eV per atom in the density residual; occupations fixed; spin none; net charge 0.

Cell vectors (angstrom)
a  10.938  0  0
b  0  10.938  0
c  -1.9408  -5.264  36.7396

Atoms and the computed forces on them: element, x, y, z (angstrom), force x, y, z (eV/angstrom)
Si  -0.3849  -6.8418  29.0118  0.0771  -0.0751  -0.0137
Si  2.6455  -4.4391  29.4553  0.0147  -0.071  -0.0241
Si  -0.9055  -0.7655  29.0848  -0.0834  0.0144  -0.048
Si  1.8981  -9.1028  29.1885  -0.1339  0.0122  -0.0972
Si  -6.6583  -6.3502  29.6125  0.156  0.1484  -0.3232
Si  -3.9366  -3.9694  28.9961  0.0349  0.0682  -0.0599
Si  5.1123  -1.4181  29.3  -0.0421  -0.0494  0.0899
Si  -3.202  -9.5094  29.2933  0.0081  -0.0137  0.0849
Si  0.7412  -5.3061  30.4944  0.0121  0.0605  0.0588
Si  3.5152  -2.571  30.6144  0.0036  -0.0253  0.0283
Si  0.733  -10.689  30.4807  -0.0262  0.0925  -0.0015
Si  3.327  -8.0526  30.7634  -0.05  -0.125  0.1296
Si  -4.8522  -5.3055  30.6625  -0.0291  -0.0657  0.106
Si  -1.7884  -2.4471  30.5152  -0.1001  -0.0213  -0.0178
Si  6.239  0.1817  30.6275  0.0427  0.0107  -0.043
Si  -1.9385  -7.9368  30.4995  -0.0064  -0.0342  -0.0021
Si  -0.5366  -3.8793  31.9239  -0.0147  -0.0074  -0.063
Si  2.1129  -1.1344  31.893  0.0438  -0.0614  -0.0037
Si  -0.5967  -9.3246  31.929  0.0203  -0.0332  -0.0694
Si  2.0428  -6.5948  32.0326  0.0438  0.0609  -0.1165
Si  4.8703  -3.8592  32.0433  -0.0013  0.0073  -0.1457
Si  7.6497  -1.1867  31.9418  0.0133  -0.0378  -0.0339
Si  4.8667  1.5716  31.9695  0.0099  -0.0462  -0.0315
Si  -3.3192  -6.6125  31.9176  0.0071  0.0372  -0.0547
Si  -1.9408  -5.264  33.3213  -0.0097  0.1936  -0.36
Si  0.7937  -2.5295  33.3213  0.1787  0.1054  -0.1219
Si  -1.9408  0.205  33.3213  0.0698  0.0535  -0.146
Si  0.7937  -7.9985  33.3213  -0.5579  -0.1954  0.6005
Si  3.5282  -5.264  33.3213  -0.3368  -0.0007  0.3496
Si  6.2627  -2.5295  33.3213  0.2958  0.1469  0.3918
Si  3.5282  0.205  33.3213  -0.2514  -0.181  -0.1345
Si  6.2627  -7.9985  33.3213  0.0728  0.0377  -0.1819
Si  1.3673  -1.3673  3.418  -0.0677  -0.3955  -0.1303
Si  4.1018  1.3673  3.418  0.2506  -0.1162  -0.4184
Si  1.3673  4.1018  3.418  -0.1554  0.0186  0.1997
Si  4.1018  -4.1018  3.418  -0.0346  0.2568  0.1022
Si  6.8362  -1.3673  3.418  0.1392  0.2535  0.3868
Si  -1.3673  1.3673  3.418  0.0739  -0.0216  -0.0994
Si  6.8362  4.1018  3.418  0.1985  -0.1442  -0.2634
Si  -1.3673  6.8362  3.418  0.2796  0.116  -0.3051
Si  2.7829  -0.0504  4.715  -0.0424  -0.0524  0.1478
Si  5.5171  2.6806  4.7509  -0.0122  -0.0069  0.0588
Si  2.724  5.4887  4.7858  0.0196  -0.0208  0.0699
Si  5.4852  -2.7309  4.8119  0  0.0277  0.0417
Si  -2.665  -0.0024  4.8312  -0.0099  0.0539  0.0593
Si  -0.0401  2.7395  4.8009  0.0326  -0.0609  0.0273
Si  8.2341  5.4703  4.7282  0.0269  0.0425  0.0915
Si  0.0171  -2.7765  4.8194  -0.0031  0.0307  0.0272
Si  1.3618  1.2724  6.0078  0.1006  0.0428  -0.0355
Si  4.1583  4.1086  6.023  0.002  -0.0128  0.0014
Si  1.3691  -4.1568  6.2538  -0.006  -0.0048  -0.0588
Si  4.0667  -1.4236  6.1896  -0.0773  0.0337  -0.0379
Si  -3.897  1.515  6.2031  -0.0858  -0.1079  -0.0702
Si  -1.3823  4.1526  6.1932  0.0067  0.0171  -0.0604
Si  6.8715  -4.1272  6.106  0.0232  -0.0152  -0.0239
Si  -1.3508  -1.4417  6.2465  -0.0252  -0.0315  -0.0401
Si  0.3786  -0.3369  7.4148  0.1224  -0.0746  0.1279
Si  2.9134  2.5274  7.1948  -0.0151  -0.0503  -0.1164
Si  -0.2197  -5.2859  7.6095  -0.0539  0.0561  0.0229
Si  2.5952  -2.6178  7.562  0.0177  0.1056  0.0013
Si  4.9147  0.0858  7.7883  -0.0339  -0.0132  -0.0478
Si  -3.2692  3.4666  7.4063  -0.0587  0.1357  0.1105
Si  5.8372  5.1188  7.3243  0.011  -0.0782  0.0244
Si  -2.5323  -3.0676  7.5573  0.0232  -0.1044  -0.011
Si  -0.5735  -6.6312  34.6886  -0.0537  -0.1826  0.0354
Si  2.161  -3.8967  34.6886  0.0665  0.0132  0.0443
Si  -0.5735  -1.1622  34.6886  0.0193  0.0093  -0.027
Si  2.161  1.5723  34.6886  -0.0359  -0.0385  -0.0159
Si  4.8955  -6.6312  34.6886  -0.0096  -0.0229  -0.0299
Si  -3.308  -3.8967  34.6886  0.0131  0.0489  0.0031
Si  4.8955  -1.1622  34.6886  0.0189  -0.0338  0.0069
Si  7.63  1.5723  34.6886  -0.0117  -0.0426  -0.0162
Si  0.7937  -5.264  36.0558  -0.0234  0.0785  -0.0213
Si  3.5282  -2.5295  36.0558  -0.0045  -0.045  -0.0002
Si  0.7937  0.205  36.0558  -0.006  0.0111  -0.0251
Si  3.5282  -7.9985  36.0558  0.002  -0.0176  -0.025
Si  -4.6753  -5.264  36.0558  0.0152  0.035  -0.0305
Si  -1.9408  -2.5295  36.0558  -0.0234  -0.0022  -0.0194
Si  6.2627  0.205  36.0558  -0.0369  0.0192  -0.0022
Si  -1.9408  -7.9985  36.0558  -0.0281  0.0817  0.0038
Si  1.3673  1.3673  0.6835  0.0248  -0.0323  0.0122
Si  4.1018  4.1018  0.6835  -0.0132  0.024  0.0157
Si  1.3673  6.8362  0.6835  0.0461  -0.0525  -0.0059
Si  4.1018  -1.3673  0.6835  0.004  -0.0135  0.0087
Si  6.8362  1.3673  0.6835  0.0246  -0.0072  0.006
Si  -1.3673  4.1018  0.6835  0.0302  -0.0564  0.0224
Si  6.8362  -4.1018  0.6835  -0.0042  0.0154  0.0396
Si  -1.3673  -1.3673  0.6835  -0.0546  -0.0464  0.0149
Si  0  0  2.0507  0.0147  0.068  0.0082
Si  2.7345  2.7345  2.0507  -0.0095  -0.074  0.0377
Si  0  5.469  2.0507  -0.0204  0.065  -0.041
Si  2.7345  -2.7345  2.0507  -0.0485  -0.0156  -0.034
Si  5.469  0  2.0507  -0.0166  0.0782  -0.0401
Si  8.2035  2.7345  2.0507  -0.0647  0.0047  -0.0297
Si  5.469  5.469  2.0507  0.0071  -0.0272  0.047
Si  8.2035  -2.7345  2.0507  0.0955  0.0673  0.0366
Si  -1.9024  -1.9628  23.7021  0.004  -0.022  0.0224
Si  4.4768  -3.0445  17.1999  -0.0052  0.0012  -0.0227
Si  5.6927  -8.1127  27.2863  -0.036  0.0184  0.0737
Si  0.0755  -8.8605  25.0926  0.0169  0.0075  -0.0141
Si  -0.2041  -9.2269  22.0309  0.0185  0.012  0.064
Si  6.1658  -5.9511  21.8195  0.0153  0.0049  0.0607
Si  -0.1587  -1.6041  14.1701  -0.0062  0.014  -0.0283
Si  -2.4422  2.2149  12.9776  0.0096  -0.0034  -0.0089
Si  2.739  -2.3858  21.9491  -0.0062  0.0057  0.0694
Si  -2.2099  -2.3693  19.4514  0.0064  -0.006  0.0249
Si  1.264  -10.0247  19.7372  -0.0034  0.0064  0.0394
Si  4.9552  0.8728  10.5411  0.0064  0.0122  0.0662
Si  -1.1071  -6.2796  25.9218  0.0239  -0.007  -0.0537
Si  -1.0078  0.1863  10.0462  0.0075  0.0039  0.0246
Si  7.623  2.378  10.2277  -0.0091  0.0215  0.025
Si  -0.1893  -0.8164  26.0492  0.0481  0.0121  -0.0436
Si  2.6277  -1.6824  25.0235  -0.0191  -0.0179  -0.0161
Si  -4.3777  -4.6158  18.9748  0.0054  -0.0009  0.0152
Si  0.0186  -7.8456  18.2224  0.0061  -0.0046  0.0051
Si  3.8164  -10.499  27.0132  -0.0002  0.0031  -0.0279
Si  -3.3845  -4.6149  24.2669  -0.0266  0.0028  0.0174
Si  0.2295  1.0793  12.7508  0.0155  0.0147  -0.005
Si  1.373  -3.9416  13.4582  0.0065  -0.0005  -0.0238
Si  2.5761  3.5944  16.7208  -0.001  0.0112  -0.0281
Si  1.9057  -4.4755  16.3949  -0.0032  -0.0035  -0.0369
Si  0.7556  -6.387  20.8879  -0.0022  -0.0059  0.0557
Si  1.7249  4.2812  9.5737  -0.0066  0.0175  0.0245
Si  -0.149  -3.4407  21.6184  -0.0011  0.0038  0.0556
Si  6.0439  -5.3189  26.5365  -0.0437  0.0173  -0.0488
Si  -2.727  0.0538  21.3382  0.0063  0.0017  0.0439
Si  1.6703  -6.3362  24.9554  0.0011  0.0122  0.0208
Si  -0.732  -3.0392  16.7797  -0.0005  -0.0034  -0.0383
Si  -3.0184  -7.3712  18.0778  -0.0046  -0.0046  -0.0107
Si  5.9074  -2.339  14.6615  0.0081  0.0037  -0.0519
Si  2.6355  2.4477  11.771  0.0005  -0.0056  0.0239
Si  4.1209  -4.5267  9.6468  0.0039  0.027  0.0075
Si  4.2978  -4.2271  12.708  -0.0007  -0.0085  -0.018
Si  3.371  -0.9638  19.3183  0.0003  0.0033  0.0318
Si  6.8144  -0.4155  12.5546  -0.0081  0.01  -0.0008
Si  6.9462  3.5079  15.3285  0.0027  -0.0064  -0.0476
Si  3.1887  -5.4751  22.2606  -0.0076  0.01  0.063
Si  4.1971  3.8866  14.0422  0.0023  0.0033  -0.0444
Si  -2.662  -2.3158  10.4363  -0.0072  -0.01  0.032
Si  3.9193  -9.0166  18.9673  -0.0049  -0.0009  0.0063
Si  -4.3622  -8.6059  20.5129  0.0004  0.0137  0.0317
Si  3.2048  -4.3347  26.6066  0.0425  -0.039  0.0094
Si  -1.3834  -3.827  12.5786  -0.004  0.0008  -0.0069
Si  8.1335  -4.5659  15.0264  -0.004  0.0142  -0.0496
O  5.3942  -4.2353  17.8743  0.002  -0.0004  0.0091
O  -1.3561  -4.1526  8.0189  -0.0087  0.0042  0.0145
O  4.0511  1.4785  7.7415  0.0316  -0.0103  0.0087
O  4.9107  -0.304  9.3918  0.0119  0.013  -0.0043
O  -2.1033  -10.6069  28.7172  0.0389  -0.0339  0.0083
O  0.7934  -7.9742  28.6312  -0.0148  0.0333  0.0045
O  -0.5163  -1.8145  15.7323  0.0013  -0.0055  0.029
O  1.4619  -7.961  25.1004  -0.0081  -0.0013  0.0097
O  2.9113  5.3488  9.8154  0.0002  0.0041  -0.0172
O  6.4504  0.4362  7.3396  0.0123  -0.0151  -0.0003
O  7.6163  -2.6464  8.97  0.0041  0.0047  -0.0028
O  2.1125  3.2  8.4392  -0.0264  0.0191  0.032
O  4.9102  -2.962  13.524  -0.0013  -0.0082  0.012
O  -3.0073  -3.0464  24.1734  0.0048  -0.0025  -0.0077
O  2.2916  -3.9339  27.8919  -0.0059  0.0061  0.0449
O  2.5946  -9.7943  27.8505  0.014  -0.0103  0.0746
O  8.5161  -3.5729  29.4554  -0.0321  -0.0275  0.0171
O  -1.2617  -3.1377  20.5005  -0.0047  -0.0026  -0.0239
O  4.7266  -7.2955  28.3018  -0.0355  0.0721  0.1301
O  6.1446  -4.6344  25.0739  0.0266  0.0049  0.0039
O  1.8001  -0.4909  19.0927  -0.0005  0.0015  -0.0102
O  -1.644  -4.2382  16.1293  0.001  -0.0021  0.0188
O  -2.8914  3.3896  9.0361  -0.0145  -0.0026  -0.0895
O  4.6395  5.4155  13.6533  -0.0085  -0.0025  0.0023
O  -0.6862  -2.8489  23.0462  0.0006  0.001  -0.0236
O  4.5131  -0.6854  27.962  -0.017  0.0361  -0.0289
O  0.1926  -7.6697  21.7451  -0.0002  0.0114  -0.0274
O  0.0406  -5.0647  21.552  -0.0047  0.0048  -0.0239
O  -3.7549  -4.8238  27.5999  0.0226  0.0281  0.0716
O  8.0716  2.8069  14.4107  -0.0052  0.0099  0.0233
O  1.4869  -1.4465  8.0242  -0.0233  0.0216  -0.0053
O  0.3672  5.039  9.0472  0.0037  -0.0214  -0.0154
O  -2.5045  -0.8592  19.9951  0.0017  0.0022  -0.0218
O  7.2374  5.1001  15.44  -0.0016  0.0026  0.0287
O  3.4603  -3.2268  8.8573  0.0318  -0.0389  0.0405
O  1.7649  1.5864  12.8426  -0.0163  -0.0113  -0.0003
O  -1.4495  3.4638  17.6375  -0.0027  0.0021  0.0063
O  3.245  -3.1156  25.5306  -0.0011  0.0062  0.0229
O  8.0145  0.6581  12.813  -0.0111  -0.0053  -0.0019
O  4.7755  -4.2119  11.1321  -0.0211  0.0007  -0.0007
O  0.3915  -6.6733  19.3188  0.0031  0.0033  -0.0176
O  1.2449  -2.6465  21.3383  0.0061  0.0031  -0.0224
O  1.0726  -1.6565  25.4719  -0.02  0.0072  0.0311
O  5.5098  3.1662  14.6646  -0.0012  0.0053  0.0212
O  -0.8172  2.2993  12.9677  -0.0135  -0.0034  0.0033
O  -4.1809  -7.459  21.6501  -0.0025  -0.0046  -0.0172
O  1.0834  2.9661  16.9755  -0.0004  0.0026  0.0124
O  2.3787  -6.1237  20.9846  -0.0006  -0.0056  -0.0317
O  7.2656  -5.2007  22.7731  -0.0088  -0.0116  -0.0334
O  2.3952  5.1415  17.2129  0.0006  -0.0107  0.0083
O  -0.4477  -1.315  27.5879  0.0064  0.0233  0.0637
O  1.2539  -2.3484  13.8188  -0.0051  -0.0029  0.0074
O  4.8685  -9.3257  26.5627  0.001  0.0159  0.0388
O  -1.3216  -2.3145  13.2481  0.0098  -0.0035  0.0098
O  1.5927  3.4388  10.9737  -0.0064  0.0035  -0.0175
O  -0.1341  -9.5039  23.6188  -0.0062  -0.0009  -0.0241
O  -1.1646  -7.8656  25.4873  -0.0003  -0.0001  0.0278
O  -3.581  -3.2217  19.2577  -0.0034  -0.0007  -0.0068
O  2.6885  -4.1506  12.5722  0.0148  -0.0029  0.0056
O  -0.2121  0.5437  8.6785  0.003  -0.0548  -0.1007
O  -1.4352  -2.3119  18.0349  -0.0017  0.0076  0.0052
O  3.2607  -3.5962  16.2745  0.0045  0.0035  0.0217
O  5.9692  -5.1484  20.4032  0.0007  0.0064  -0.0266
O  -1.3555  -1.3974  10.1077  0.0064  0.0035  -0.0141
O  0.705  -3.7121  17.2006  -0.0025  0.0008  0.0112
O  3.3476  -0.358  25.664  0.0189  0.0269  0.0386
O  5.1015  -8.3594  19.8521  0.0021  -0.0007  -0.0126
O  0.1422  -4.3987  12.4847  -0.0043  0.0036  0.0007
O  2.7435  -5.7874  26.0338  -0.0328  -0.011  -0.0213
O  0.0125  0.4702  11.2647  -0.0051  -0.0031  0.0002
O  -2.3256  -5.4835  25.1817  -0.0151  0.0153  0.0115
O  7.2625  -1.5631  11.4734  0.0035  -0.0009  -0.0188
O  2.2327  -5.8767  23.5148  0.0075  0.0081  -0.0197
O  -2.6076  -0.924  22.646  -0.0066  0.01  -0.0194
O  3.0054  3.6568  15.1433  -0.0053  0.0003  0.0313
O  3.4156  -3.8633  22.1177  0.0035  -0.0033  -0.0265
O  3.7549  3.2488  12.6245  0.0053  0.0081  0.0099
O  0.0206  -9.3364  18.9283  0.0019  -0.0011  -0.01
O  5.4562  0.2687  11.9663  0.0014  -0.0028  -0.0099
O  2.4939  -8.9355  19.7645  0.0035  0.0036  -0.0132
O  6.1737  -2.5635  28.7565  0.0758  -0.0367  -0.0186
O  0.2374  -5.6128  25.2604  0.0173  -0.0095  0.0196
O  2.7572  -1.6296  23.3978  0.0016  -0.0083  -0.0298
O  -4.7854  -6.9359  26.2462  -0.015  -0.0226  0.0718
O  3.5455  -1.4306  20.8858  0.0069  0.0078  -0.035
O  -1.6823  -9.6375  21.4983  -0.0195  -0.008  -0.0291
O  5.2728  -2.0815  16.1451  -0.0034  -0.0054  0.0308
O  -3.4157  -5.8096  18.3975  -0.0006  0.0055  0.0042
O  -1.0048  -6.2387  27.576  -0.0135  0.0025  0.0066
O  -3.9345  -8.7626  28.0153  -0.0546  0.0345  -0.0328
O  3.7115  2.7507  17.5626  0.0013  -0.0028  0.0106
O  4.6872  -4.6846  27.1848  0.0315  0.0138  0.0131
O  -2.1369  -3.6988  11.1456  -0.002  0.003  -0.0107
O  7.1828  -3.2796  14.9254  -0.0028  -0.002  0.023
O  -4.1661  -10.1031  21.1563  0.0029  0.0001  -0.0168
O  -2.3974  1.0305  10.0843  0.0088  -0.0104  -0.0282
O  5.3325  -5.2178  8.7962  -0.0113  0.0167  -0.0229
O  1.3901  -4.7916  14.8628  -0.0025  0.0004  0.0255
O  3.8016  -2.2122  18.408  0.0015  -0.0006  -0.0014
O  4.675  -6.0963  22.4732  0.0171  -0.0025  -0.0216
O  -1.4251  -1.1401  25.0291  -0.0073  -0.0024  0.0069
O  7.8949  3.0516  11.699  -0.0019  -0.0019  0.0001
O  0.1182  -10.1412  26.0955  -0.0048  -0.0081  0.0339
O  -0.0261  -0.024  13.9116  0  -0.0074  0.0043
O  -2.1853  -4.8599  13.5476  -0.0011  0.0019  0.0142
O  -3.2423  -8.3444  19.3564  -0.0009  -0.0023  -0.0033
O  0.8337  -10.257  21.2922  0.0023  -0.0055  -0.0304
O  7.0106  2.9619  16.8594  0.0023  0.0057  0.0228
O  4.2829  0.3202  18.8417  -0.0004  0.0004  -0.0032
O  6.4456  -0.9451  14.0428  -0.0018  -0.0124  0.0224
O  6.0346  2.0241  10.0816  0.0034  -0.0058  -0.0166
O  3.4628  1.5005  10.7312  -0.005  0.0031  -0.0236

Results
free energy: -155246.188 eV
free energy less fixed offsets of O -568.88, Si -635.61 eV per atom: -3.788 eV

The program warned: the cutoff lies below the one the program advises for these potential files; the forces do not sum to zero within the program's tolerance; the exchange-correlation potential is rough where the density is thin.
